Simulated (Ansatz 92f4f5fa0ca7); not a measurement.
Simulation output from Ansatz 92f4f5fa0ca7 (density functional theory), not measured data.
Periodic cell of 226 atoms, Si134O92, from a study of silicon, its oxide and their interface. The atomic structure is a simulated model.
Doubt: the cutoff is far below the 930 eV that the study's wrapper takes by default for these files, so forces and energies are approximate.
This geometry differs little from another in the collection (a relaxation step or a small displacement).

Settings
functional: PBE
potential files: Ansatz PAW
basis: plane waves
wave-function cutoff: 580 eV
density cutoff ratio: 5
exchange-correlation grid ratio: 1
k mesh: 1 x 1 x 1, Gamma-centred
self-consistency stop: 5e-08 eV per atom in the density residual
occupations: fixed
spin: none
net charge: 0

Cell vectors (angstrom)
a	10.938	0	0
b	0	10.938	0
c	0	0	32.8047

Atoms and the computed forces on them: element, x, y, z (angstrom), force x, y, z (eV/angstrom)
Si	0.1131	-0.3215	25.521	0.0008	0.002	-0.0082
Si	6.0004	-0.4952	25.3011	-0.0002	0.0025	0.0086
Si	2.7945	2.6793	25.0991	0.0011	0.0049	-0.0082
Si	8.0067	3.3474	24.9912	0.0023	-0.0106	0.0141
Si	-0.4923	6.1726	25.3667	0.0155	0.0017	0.0388
Si	5.4063	5.2043	25.2579	-0.0096	-0.0141	-0.0193
Si	2.6438	8.6357	25.405	0.004	-0.001	0.0028
Si	8.16	8.2394	25.8389	-0.0001	-0.0017	0.0021
Si	1.2749	1.4739	26.5235	-0.0039	0.0009	0.0043
Si	6.9945	1.437	26.3211	0.0035	0.0018	-0.0058
Si	4.0935	3.9139	26.6775	0.0003	-0.0036	0.0048
Si	9.5002	4.3274	26.5697	-0.0037	0.0061	-0.0039
Si	1.4349	6.9143	26.561	-0.0096	-0.0015	-0.006
Si	6.5905	6.7741	26.6922	0.0051	0.0095	0.0066
Si	4.2113	9.7152	26.7636	0.0046	-0.0041	-0.0101
Si	9.6171	9.5677	27.0227	0.0006	-0.0029	0.0041
Si	2.6924	0.1252	27.9912	-0.0041	0.0017	0.0072
Si	8.1651	0.1184	28.0245	-0.0028	0.0022	-0.007
Si	-0.0727	2.8319	27.9421	0.0037	0.0013	-0.0038
Si	5.5666	2.6296	27.9566	-0.0003	0.0009	-0.0015
Si	2.7337	5.4295	27.9558	-0.0044	0.0058	-0.0002
Si	8.1002	5.518	28.0365	0.0028	-0.0003	-0.0044
Si	0.1078	8.1321	28.1241	-0.0012	-0.0031	-0.0091
Si	5.4024	8.2202	28.0894	0.0009	0.0018	-0.005
Si	4.1018	1.3673	29.3865	0.2462	0.1007	-0.0379
Si	9.5708	1.3673	29.3865	-0.0244	0.6826	-0.055
Si	1.3673	4.1018	29.3865	-0.2437	0.127	-0.3465
Si	6.8362	4.1018	29.3865	-0.0436	-0.4327	0.002
Si	4.1018	6.8362	29.3865	-0.5107	-0.3619	0.1497
Si	9.5708	6.8362	29.3865	-0.1491	-0.2529	0.2196
Si	1.3673	9.5708	29.3865	0.5637	0.4309	0.2671
Si	6.8362	9.5708	29.3865	-0.0216	0.3272	-0.0631
Si	0	0	30.7537	0.0668	-0.0071	-0.0793
Si	5.469	0	30.7537	-0.1271	-0.1147	0.0277
Si	2.7345	2.7345	30.7537	0.1774	0.0616	-0.0662
Si	8.2035	2.7345	30.7537	0.1181	0.0722	0.0704
Si	0	5.469	30.7537	-0.1211	-0.1135	0.0373
Si	5.469	5.469	30.7537	-0.1293	-0.1363	-0.0284
Si	2.7345	8.2035	30.7537	0.0424	0.057	0.059
Si	8.2035	8.2035	30.7537	0.207	0.1365	-0.0526
Si	1.3673	1.3673	32.121	-0.0207	-0.0108	-0.0426
Si	6.8362	1.3673	32.121	0.0147	-0.002	-0.0455
Si	4.1018	4.1018	32.121	-0.0938	0.0366	0.0154
Si	9.5708	4.1018	32.121	-0.0143	-0.0154	0.0189
Si	1.3673	6.8362	32.121	-0.0756	0.0835	-0.0365
Si	6.8362	6.8362	32.121	0.0291	0.0258	-0.0361
Si	4.1018	9.5708	32.121	0.0669	-0.0567	0.0054
Si	9.5708	9.5708	32.121	-0.061	0.0219	0.0103
Si	2.7345	0	0.6835	0.0253	-0.0413	-0.0049
Si	8.2035	0	0.6835	-0.0062	0.026	-0.0076
Si	0	2.7345	0.6835	0.0106	-0.054	0.0404
Si	5.469	2.7345	0.6835	0.0172	-0.0145	0.0191
Si	2.7345	5.469	0.6835	0.0618	-0.0039	-0.0078
Si	8.2035	5.469	0.6835	0.0782	-0.0536	0.0043
Si	0	8.2035	0.6835	0.0288	-0.0207	0.0353
Si	5.469	8.2035	0.6835	-0.0563	0.0363	0.0506
Si	4.1018	1.3673	2.0507	-0.1165	-0.078	0.0199
Si	9.5708	1.3673	2.0507	-0.0685	-0.0782	-0.0296
Si	1.3673	4.1018	2.0507	0.0452	0.0653	0.0121
Si	6.8362	4.1018	2.0507	0.049	0.0258	-0.0103
Si	4.1018	6.8362	2.0507	-0.1548	-0.0536	-0.0238
Si	9.5708	6.8362	2.0507	-0.1018	0.0388	0.0169
Si	1.3673	9.5708	2.0507	-0.0742	0.0551	0.061
Si	6.8362	9.5708	2.0507	0.1653	0.0794	-0.0014
Si	0	0	3.418	-0.1634	-0.1794	-0.0827
Si	5.469	0	3.418	-0.0976	0.0224	0.1924
Si	2.7345	2.7345	3.418	0.1319	-0.0665	0.2261
Si	8.2035	2.7345	3.418	0.1938	0.1573	-0.6843
Si	0	5.469	3.418	0.1692	-0.0335	0.2936
Si	5.469	5.469	3.418	-0.0308	0.0139	0.1181
Si	2.7345	8.2035	3.418	0.1174	-0.5508	-0.0971
Si	8.2035	8.2035	3.418	-0.0339	-0.0578	-0.2528
Si	1.3312	1.3716	4.7685	-0.002	0.0045	0.0166
Si	6.8732	1.4135	4.7426	-0.0033	-0.0048	0.0102
Si	4.1798	4.0521	4.828	-0.0076	-0.0058	0.0039
Si	9.5544	4.0716	4.7663	0.0014	-0.004	0.0005
Si	1.4426	6.7723	4.8472	0.0033	-0.0028	0.0027
Si	6.8237	6.864	4.7808	-0.003	0.0168	0.0072
Si	4.1427	9.4636	4.7699	0.0271	0.0116	0.0116
Si	9.5919	9.4938	4.7728	-0.0047	0.0066	0.0062
Si	2.6997	-0.1154	5.9819	-0.0384	-0.014	0.0478
Si	8.1354	-0.0649	5.9961	0	0.002	0.0181
Si	-0.1202	2.6606	6.169	-0.0022	-0.0247	0.0173
Si	5.6376	2.7799	6.2493	-0.0034	-0.0078	-0.0037
Si	2.7787	5.2883	6.2759	0.0474	0.0144	0.0133
Si	8.222	5.5178	6.0789	0.0035	-0.0031	0.0228
Si	0.0182	8.1183	6.2002	-0.0174	-0.0351	0.0203
Si	5.4898	8.1364	6.2808	0.0105	0.0364	0.0034
Si	4.3176	1.0758	7.1156	-0.1144	0.0845	0.1604
Si	9.6257	1.0117	7.433	0.0635	-0.0185	-0.1295
Si	1.1216	4.0793	7.5462	-0.0092	-0.0125	-0.0065
Si	6.8497	4.4379	7.656	0.0299	0.0014	0.0236
Si	4.2212	6.6249	7.6272	-0.0321	-0.0271	-0.0253
Si	9.8874	6.4455	7.4803	-0.0043	0.0409	-0.0403
Si	1.0856	9.7718	7.4454	-0.0011	0.0093	-0.0264
Si	6.5788	9.8991	7.4576	-0.0682	0.0045	-0.0361
O	5.5873	5.6816	8.4905	-0.0029	0.0067	0.0361
O	0.0326	0.0721	7.4972	-0.0161	0.0073	-0.0003
O	3.3562	12.852	8.1236	-0.0375	-0.0321	0.1684
O	5.1221	7.4017	10.646	-0.0085	-0.0072	-0.0035
O	1.3702	9.6351	25.0411	-0.0039	-0.0008	0.0048
O	6.6601	4.2727	24.702	-0.0071	0.0087	0.0043
O	7.2402	9.3599	25.0354	0.0044	-0.0055	0.0052
O	-0.1	7.0444	21.3527	-0.0001	0.0012	0.0023
O	7.403	9.8685	8.8578	0.0233	-0.0781	0.0284
O	0.1034	5.3316	7.8782	-0.0024	0.001	0.0109
O	1.2433	9.3095	9.0291	-0.0044	-0.0047	-0.0024
O	7.8835	4.295	8.9502	-0.0069	-0.007	-0.0197
O	9.1942	6.6849	8.9689	-0.0008	-0.006	0.0058
O	5.1892	-0.1744	7.7083	0.0386	0.0108	-0.0329
O	3.3234	7.2175	8.8935	-0.0011	0	0.0117
O	9.0217	1.1272	8.927	0.0873	0.0243	0.0685
O	5.3317	-0.5222	23.8012	-0.0003	0.0014	0.004
O	8.7597	3.3316	23.5021	0.0007	0.0019	0.0019
O	10.8328	5.8297	23.8416	0.0028	-0.0041	-0.0266
O	4.41	5.6211	23.9725	0.0078	0.0019	0.0137
O	9.2525	7.2872	25.0347	-0.0115	0.0087	0.0015
O	3.5029	1.6146	24.0149	-0.0006	0.0035	0.0061
O	3.4866	8.3775	23.9938	-0.0038	-0.0002	0.0073
O	10.1621	-0.0082	24.1547	0.0029	-0.0023	0.0096
Si	10.5704	2.2874	13.8228	0.0108	-0.0009	0.002
Si	2.4794	13.071	9.4552	0.2293	-0.0667	-0.0763
Si	7.1278	8.1262	14.2301	0.0001	0.0002	0.0014
Si	9.4997	1.6067	20.3006	-0.001	0.0028	-0.0014
Si	2.1641	5.9488	12.3665	-0.0093	0.0015	0.0119
Si	-0.6335	4.9277	12.5033	-0.0003	0.0012	-0.0011
Si	9.9462	5.9302	17.9112	-0.0003	-0.0013	-0.0001
Si	4.3297	-1.547	23.0077	-0.0031	0.0031	-0.0038
Si	1.1925	8.2167	18.1895	-0.0038	0.0049	0.0081
Si	6.2019	3.5844	15.7307	-0.0021	0.009	0.0075
Si	5.8374	-2.5859	20.4676	-0.0003	0.0026	-0.0039
Si	14.7985	3.7942	11.4649	0.0006	-0.0484	-0.0616
Si	7.6955	0.4006	9.7106	-0.0722	0.0557	-0.0757
Si	5.7696	5.9725	10.2471	-0.0307	-0.0679	-0.011
Si	-0.1098	8.6039	20.8477	-0.0009	0.0011	-0.0038
Si	3.2874	3.2608	20.6083	-0.001	0.0017	-0.0003
Si	9.0678	3.9647	22.0098	-0.0021	0.0022	-0.0015
Si	8.5731	5.4884	9.9046	-0.0103	-0.0057	0.0013
Si	7.5791	-0.9548	16.4996	-0.0014	0.0017	-0.0001
Si	3.6714	-6.7218	14.3182	-0.0002	-0.0002	0.0036
Si	8.2378	-1.0183	19.479	-0.0009	0.0014	0.003
Si	8.2495	-0.8576	12.5468	0.0189	-0.0009	-0.0368
Si	1.6532	2.364	16.0168	-0.0154	0.0037	0.0003
Si	11.298	10.3247	13.1119	-0.0042	0.0086	0.017
Si	4.9039	8.9457	15.8468	0.0211	0.001	-0.018
Si	-0.0567	0.0649	22.6874	0.0023	-0.0002	-0.0028
Si	8.4853	5.5205	15.1019	0.0034	0.009	-0.0006
Si	1.9496	10.1086	15.7485	-0.0283	-0.0175	-0.0147
Si	13.7811	11.9193	22.6288	0.0002	0.0007	-0.0041
Si	1.8339	-0.8012	10.3245	0.0028	0.0348	-0.0046
Si	0.4031	5.8246	22.3162	0.0005	-0.0018	-0.0042
Si	3.1686	4.9499	23.1103	0.0017	-0.0041	-0.0052
Si	4.1203	7.1379	18.1821	0.0146	0.002	0.019
Si	0.7613	3.3438	18.8349	0.0018	0.0015	0.0034
Si	18.6434	12.192	14.618	0.0028	0.0074	0.0162
Si	-3.3245	5.7148	20.1341	-0.0002	0.0008	0.0021
Si	3.5791	-3.0521	10.4093	0.0064	0.0024	-0.0002
Si	5.35	-6.7375	18.6337	0.0025	0.0015	0.0033
O	8.6696	2.8792	20.8611	-0.001	-0.0007	0.0002
O	8.0204	-2.0467	15.3759	-0.0004	0.0052	0.0013
O	11.2219	9.5091	22.1437	0	0.0002	0.0031
O	12.1843	11.9429	22.9035	-0.0045	0	0.0038
O	4.4091	3.1644	19.451	-0.0015	-0.0023	0.0035
O	1.7394	11.7218	9.9762	0.0787	0.048	-0.0502
O	14.5019	2.4912	10.598	-0.1559	0.0142	-0.0927
O	-5.7958	8.5042	21.9295	-0.0023	0.0005	0.0073
O	5.1386	4.6615	10.925	-0.0228	0.0227	-0.0061
O	9.3486	9.0326	20.2881	0.0003	0	0.0008
O	7.6731	-6.6917	15.6661	-0.0063	-0.0049	0.0031
O	1.1384	9.6792	14.396	-0.0035	-0.0008	-0.0051
O	1.4586	3.3422	9.0041	0.0188	-0.0311	0.0006
O	1.0378	9.8509	11.7055	0.0222	0.0105	-0.0451
O	9.5822	4.9444	11.0362	0.0059	-0.0017	0.0026
O	-2.3889	0.5862	19.4749	-0.0013	0.0026	0.0028
O	6.5015	1.3904	9.7882	-0.0953	0.05	0.0299
O	6.7879	-3.8825	20.4635	0.003	0.0014	0.0032
O	5.7813	3.3948	17.2892	0.0012	-0.0002	-0.003
O	3.2891	-0.5376	22.2822	0.003	-0.0032	0.0041
O	-1.1854	9.8721	13.1644	-0.011	0.0033	-0.0064
O	8.2311	-1.4406	17.9054	0.0003	-0.0006	-0.0043
O	-7.4542	9.6386	15.5773	0.0093	0.0109	-0.018
O	3.1499	1.7888	21.2656	-0.0001	-0.0003	0.0013
O	-7.5761	-1.4378	10.4337	-0.0084	-0.0103	-0.0003
O	6.6608	4.5564	19.5156	-0.0037	-0.0015	0.0006
O	2.7818	14.2319	15.3056	0.0175	0.0157	-0.0101
O	-3.6365	6.147	10.668	-0.006	-0.0041	-0.0046
O	10.9046	3.4334	12.7126	-0.0015	0.0055	-0.004
O	8.1255	0.5172	16.0343	-0.0004	0.0058	-0.0024
O	11.9419	8.8764	19.6785	0.0002	0.003	0.0041
O	2.8993	5.5927	13.8073	0.0009	-0.0002	0.0057
O	9.36	5.2103	13.7762	-0.0021	-0.0019	-0.0039
O	-2.7742	5.264	21.6129	-0.0003	0.0024	0.0018
O	1.6032	2.7599	17.58	0.0007	-0.0006	0.0135
O	4.5134	5.5757	18.3619	0.0045	-0.015	0.0086
O	11.1621	13.6174	15.2944	-0.0016	0.0012	0.0021
O	11.3703	1.0069	13.2293	-0.0016	-0.002	-0.0026
O	10.7411	2.1374	19.3917	-0.0033	-0.0022	0.0044
O	7.5668	-2.3482	12.7267	0.0039	0.0049	-0.0002
O	2.0374	5.928	22.4351	-0.0026	0.0025	0.0052
O	7.3365	0.1379	13.4948	-0.0124	0.0158	-0.004
O	10.6495	4.414	21.7961	0.0025	0.0016	0.002
O	7.3726	6.5632	14.5509	0.002	-0.0049	0.0014
O	5.5407	8.4654	14.424	-0.0033	0.0044	-0.0022
O	12.2225	-1.5449	17.061	-0.013	0.0033	0.005
O	10.8417	7.2747	17.9585	-0.009	-0.0026	0.0005
O	-4.5565	2.1693	14.9289	-0.0014	0.0025	-0.0061
O	2.3154	3.9344	24.1037	-0.0019	-0.0028	0.0065
O	8.9686	13.0385	14.0198	-0.0095	0.0027	-0.0012
O	-1.5133	-5.0074	16.3635	0.0001	0.0047	-0.0052
O	8.381	-0.2733	11.0653	0.0056	-0.0309	0.0881
O	8.7472	6.0439	19.0086	0.0009	0.001	0.0007
O	5.0733	15.4991	15.0602	0.0032	0.0036	0.01
O	16.8718	9.9938	16.5833	0.0162	0.0172	0.0072
O	3.8351	4.231	21.8083	-0.0022	0.0029	0.0069
O	10.8288	4.6186	18.3209	-0.0008	0.003	-0.0015
O	6.7603	9.6613	20.1365	0	0.0041	0.0018
O	11.4926	6.0484	12.5276	0.0024	0.0033	0.0027
O	15.6018	8.1209	19.365	0.0015	0.0031	0.008
O	2.5404	4.7493	11.3319	0.0174	-0.0268	-0.0146
O	2.5048	-3.6773	18.1506	-0.027	-0.0031	0.0056
O	4.7426	7.6132	16.7644	0.0159	-0.0252	-0.0077
O	4.0716	14.2785	12.9995	0.014	-0.0011	-0.0208
O	2.6701	7.3162	11.6376	0.0037	0.0099	-0.0123
O	1.862	3.7683	19.977	-0.002	0.0021	0.0008
O	-1.0048	0.7964	21.6289	-0.0044	0.0034	0.0012
O	12.9218	0.7815	15.9236	0.0037	0.0293	-0.0013

Results
free energy: -137504.925 eV
free energy less fixed offsets of O -568.88, Si -635.61 eV per atom: 3.775 eV

The program warned: the cutoff lies below the one the program advises for these potential files; the exchange-correlation potential is rough where the density is thin.
